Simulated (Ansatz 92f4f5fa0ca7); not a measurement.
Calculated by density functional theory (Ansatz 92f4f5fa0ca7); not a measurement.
Periodic cell of 221 atoms, Si132O88H1, from a study of silicon, its oxide and their interface. The atomic structure is a simulated model.
Doubt: the cutoff is far below the 930 eV that the study's wrapper takes by default for these files, so forces and energies are approximate.
This geometry differs little from another in the collection (a relaxation step or a small displacement).

Settings
functional: PBE
potential files: Ansatz PAW
basis: plane waves
wave-function cutoff: 580 eV
density cutoff ratio: 5
exchange-correlation grid ratio: 1
k mesh: 1 x 1 x 1, Gamma-centred
self-consistency stop: 5e-08 eV per atom in the density residual
occupations: fixed
spin: none
net charge: +1 e, with a uniform compensating background and no finite-size correction

Cell vectors (angstrom)
a 10.938 0 0
b 0 10.938 0
c 0 0 33.2735

Atoms: element, x, y, z (angstrom)
Si -0.205 0.1957 25.7099
Si 5.9729 -0.5548 25.7236
Si 2.8543 2.8022 25.8026
Si 8.3431 2.3151 25.8735
Si -0.4905 6.0135 25.6816
Si 5.3632 5.6927 25.7557
Si 3.0181 7.8366 25.7861
Si 8.2213 8.2253 26.1059
Si 1.4184 1.3577 27.0256
Si 6.8639 1.1417 27.1982
Si 4.2248 4.107 27.1383
Si 9.5254 4.13 26.9495
Si 1.3265 6.7917 27.0844
Si 6.809 6.8028 27.2514
Si 4.1845 9.4701 27.0465
Si 9.685 9.6237 27.2166
Si 2.7726 -0.0373 28.4127
Si 8.2646 -0.062 28.5857
Si 0.0144 2.7637 28.3973
Si 5.5279 2.6677 28.479
Si 2.7414 5.4324 28.4704
Si 8.2186 5.4054 28.489
Si 0.0703 8.1902 28.5128
Si 5.4629 8.1941 28.5475
Si 4.1018 1.3673 29.8553
Si 9.5708 1.3673 29.8553
Si 1.3673 4.1018 29.8553
Si 6.8362 4.1018 29.8553
Si 4.1018 6.8362 29.8553
Si 9.5708 6.8362 29.8553
Si 1.3673 9.5708 29.8553
Si 6.8362 9.5708 29.8553
Si 0 0 31.2225
Si 5.469 0 31.2225
Si 2.7345 2.7345 31.2225
Si 8.2035 2.7345 31.2225
Si 0 5.469 31.2225
Si 5.469 5.469 31.2225
Si 2.7345 8.2035 31.2225
Si 8.2035 8.2035 31.2225
Si 1.3673 1.3673 32.5898
Si 6.8362 1.3673 32.5898
Si 4.1018 4.1018 32.5898
Si 9.5708 4.1018 32.5898
Si 1.3673 6.8362 32.5898
Si 6.8362 6.8362 32.5898
Si 4.1018 9.5708 32.5898
Si 9.5708 9.5708 32.5898
Si 2.7345 0 0.6835
Si 8.2035 0 0.6835
Si 0 2.7345 0.6835
Si 5.469 2.7345 0.6835
Si 2.7345 5.469 0.6835
Si 8.2035 5.469 0.6835
Si 0 8.2035 0.6835
Si 5.469 8.2035 0.6835
Si 4.1018 1.3673 2.0507
Si 9.5708 1.3673 2.0507
Si 1.3673 4.1018 2.0507
Si 6.8362 4.1018 2.0507
Si 4.1018 6.8362 2.0507
Si 9.5708 6.8362 2.0507
Si 1.3673 9.5708 2.0507
Si 6.8362 9.5708 2.0507
Si 0 0 3.418
Si 5.469 0 3.418
Si 2.7345 2.7345 3.418
Si 8.2035 2.7345 3.418
Si 0 5.469 3.418
Si 5.469 5.469 3.418
Si 2.7345 8.2035 3.418
Si 8.2035 8.2035 3.418
Si 1.259 1.4798 4.7517
Si 6.8136 1.3905 4.8171
Si 4.1102 4.0771 4.8198
Si 9.5172 4.1446 4.8437
Si 1.3573 6.8423 4.7534
Si 6.7861 6.8962 4.8237
Si 4.1295 9.568 4.7978
Si 9.5446 9.594 4.6442
Si 2.6367 0.0311 5.9406
Si 8.2693 -0.0078 6.0331
Si -0.0824 2.8259 6.3063
Si 5.4489 2.6941 6.2897
Si 2.7504 5.5446 6.1427
Si 8.0931 5.4807 6.2093
Si -0.0861 8.2302 5.9577
Si 5.5308 8.3321 6.3199
Si 3.6637 1.5234 7.37
Si 9.7923 1.0419 7.4622
Si 1.6269 3.9931 7.5323
Si 6.5277 4.3664 7.6316
Si 4.3313 6.6714 7.4914
Si 9.3521 7.1057 7.3384
Si 1.0691 9.8069 7.2031
Si 7.288 9.4693 7.5716
O 1.8617 3.8976 25.083
O 7.1507 9.2654 25.3049
O 2.716 2.8312 7.8167
O 8.3435 8.2396 8.0459
O 5.3878 5.5089 7.9808
O 0.0548 -0.0156 7.8778
O 4.1593 6.7364 25.261
O 9.5419 1.2937 25.3068
O 1.7415 8.9762 8.4264
O 1.3793 4.5862 9.3576
O 9.0018 1.3437 8.8823
O 6.9841 10.4654 8.8932
O 3.6739 0.6694 8.8071
O 3.6211 7.1627 8.8951
O 7.0564 3.8791 9.1346
O 10.3686 6.2754 8.3942
O 3.8398 2.1216 24.6634
O 5.421 0.0155 24.2737
O 7.2211 2.7059 24.7024
O 11.115 5.6993 24.2004
O 9.2785 7.1569 25.3314
O 2.2987 8.4602 24.4426
O 6.2162 5.1572 24.4277
O 0.3791 10.3628 24.3511
Si 2.4437 8.0708 9.5394
Si 11.0711 6.7733 14.383
Si 0.0103 -5.1545 17.1782
Si 4.165 0.8702 23.6659
Si 7.4407 -2.0208 20.295
Si 8.2943 0.8072 21.1948
Si 1.7188 9.7402 23.6159
Si 10.5231 9.5077 14.392
Si 3.9375 9.8105 11.7484
Si 4.9663 16.1628 12.0213
Si 6.9479 1.7987 16.7476
Si 4.6376 7.4647 20.1975
Si 13.2723 8.5578 14.1028
Si 3.7491 1.4952 10.2134
Si 7.9339 11.4683 9.8272
Si 1.7352 8.3649 20.7464
Si 2.5439 -5.414 21.216
Si 2.2365 3.9867 10.8513
Si 8.2805 4.381 17.49
Si 6.9577 3.9271 23.6373
Si 12.6351 3.6245 18.7925
Si 6.3529 3.0851 10.3893
Si 4.5467 2.9639 18.3597
Si 7.9552 -0.2571 14.9823
Si 10.5185 4.6331 12.2522
Si -1.3619 3.1331 22.5168
Si 6.2536 7.9172 12.2655
Si 8.5951 9.6276 12.2553
Si 5.5675 2.3243 21.3392
Si 12.0269 4.4171 23.7574
Si 9.8833 2.6816 19.6416
Si 11.2077 5.9456 9.7158
Si -5.3205 5.8663 17.6348
Si -0.8521 -2.6032 19.0075
Si 8.0199 10.1063 17.6903
Si 4.8228 6.7975 14.6445
O 7.6461 10.2785 13.437
O 7.0064 9.5513 18.8395
O 7.8471 8.1792 11.9616
O -1.5813 1.1631 19.9838
O 4.5777 5.4954 13.6056
O 7.528 9.6331 16.1835
O -1.41 -1.3997 18.0203
O 4.8754 13.5566 9.9085
O 5.4526 9.2346 11.7215
O 1.2975 7.0847 10.2019
O 7.0894 1.1174 15.2454
O 8.483 4.2296 23.0899
O 5.6648 6.6014 11.4647
O 1.4994 6.766 21.0152
O -2.1286 8.0025 20.0302
O 10.151 9.5692 12.7741
O 15.7516 4.4837 17.8619
O 6.0588 8.13 20.8001
O 2.8297 -0.0255 23.5712
O 3.1886 9.5602 13.1577
O 6.0154 3.5255 22.3622
O 9.9553 3.572 21.0025
O 2.2685 4.3348 20.1423
O -5.907 6.9924 18.6669
O 0.5478 -2.1043 19.7104
O 8.6706 10.5206 10.9095
O 11.6758 6.2435 15.7907
O 12.0897 4.1928 12.0268
O 9.6297 10.6965 15.0936
O 10.3392 5.5831 13.5495
O 0.4454 2.5925 19.0131
O 4.0138 11.41 11.4363
O 1.3694 7.3736 13.4586
O 12.1337 9.5772 14.7732
O 7.2226 5.5756 17.8815
O 3.4723 -3.2334 14.9333
O 12.0706 4.8301 17.8533
O 10.9947 3.215 23.3234
O 5.9546 18.6387 13.8636
O 2.2253 4.8421 22.6672
O 6.8643 1.4899 20.8536
O 5.3882 -4.6115 16.0817
O 1.4509 -1.6855 22.0883
O -2.1371 3.5155 18.758
O 9.5817 4.9962 16.7327
O 9.564 3.3283 12.3661
O 4.5197 1.3796 22.1602
O 3.3234 -2.4339 20.2172
O 2.9303 2.744 18.1543
O 3.5723 4.8489 11.1811
O 6.0689 4.0197 11.7248
O 10.0251 7.9789 14.777
O -6.0414 2.8511 19.9543
O 7.8986 11.7541 17.668
O 7.9762 -0.804 21.3011
O 4.08 6.146 21.0544
O 8.9482 1.5923 22.5
O 2.4268 2.4034 10.599
O 18.4733 3.3037 16.5159
O 3.02 9.0413 10.6682
O 10.1892 5.4644 10.8655
O 7.1556 1.6952 10.6837
O 10.4944 -3.9315 18.1481
O 5.4489 1.9335 17.4263
H 8.9312 3.2882 13.1135

Results
free energy: -133980.403 eV
free energy less fixed offsets of H -15.97, O -568.88, Si -635.61 eV per atom: -2.473 eV

Forces (eV/angstrom), in the order of the atoms: element, x, y, z
Si -0.0094 0.0122 -0.01
Si -0.0586 0.0471 0.0844
Si -0.0046 -0.034 -0.0046
Si 0.0055 0.066 0.0923
Si 0.0644 -0.0502 0.0656
Si -0.0054 0.0178 0.0115
Si -0.0387 0.0274 0.0824
Si 0.0025 -0.0067 -0.02
Si 0.0212 0.0051 0.0011
Si -0.0002 -0.0084 -0.0336
Si 0.0122 -0.0089 -0.0021
Si -0.0388 -0.0374 -0.0218
Si -0.0056 0.0182 -0.0273
Si 0.0124 0.001 -0.0006
Si 0.0039 -0.0032 -0.024
Si 0.0022 -0.0171 0.0116
Si 0.0011 -0.0021 0.0089
Si -0.0003 0.0102 0.0132
Si -0.0094 0.023 -0.0007
Si -0.0021 -0.0041 0.0148
Si -0.029 0.0008 0.0008
Si 0.0197 -0.0111 0.0055
Si 0.0188 -0.0063 0.0076
Si -0.0095 0.01 0.0071
Si -0.0699 -0.1597 -0.2941
Si 0.3095 0.4701 -0.0086
Si -0.0138 -0.1706 -0.1599
Si 0.1517 -0.4166 0.1093
Si -0.3822 -0.1109 0.1636
Si 0.0719 -0.1141 -0.1955
Si 0.4691 0.1158 0.0228
Si 0.0452 -0.2547 0.5759
Si 0.1252 0.1513 -0.0452
Si -0.0027 0.0113 0.0089
Si -0.0959 -0.0486 -0.0486
Si 0.0163 0.0814 0.033
Si -0.0399 0.0438 -0.0144
Si -0.0931 -0.0416 -0.0489
Si -0.0054 0.0406 0.0297
Si -0.132 -0.0389 0.019
Si 0.0043 -0.049 0.0109
Si 0.0392 -0.0416 -0.0234
Si 0.0171 -0.0049 -0.0255
Si -0.0001 -0.0412 -0.0164
Si 0.0537 0.0251 -0.0283
Si 0.0819 -0.017 -0.0032
Si 0.0021 -0.0615 -0.0269
Si 0.0061 -0.0076 -0.0347
Si 0.0189 -0.0149 -0.0093
Si -0.0622 0.0457 0.0127
Si -0.0265 0.037 0.021
Si -0.0324 0.0185 0.0394
Si -0.0691 0.055 0.0062
Si 0.0165 -0.0063 -0.0001
Si -0.0274 -0.0253 0.0385
Si -0.027 0.0712 0.0141
Si -0.0567 -0.0853 0.0438
Si 0.062 -0.092 -0.0572
Si 0.0802 -0.0255 -0.0129
Si 0.0897 0.0417 0.0517
Si -0.0401 -0.0734 -0.0135
Si -0.1089 -0.0169 0.0158
Si 0.1571 0.1589 0.0269
Si 0.0406 -0.1008 -0.0322
Si -0.0444 0.5173 -0.6653
Si 0.0823 0.0837 0.0808
Si -0.0902 0.2636 -0.0669
Si -0.0476 0.0435 0.2896
Si -0.1666 -0.1853 0.0943
Si -0.1387 0.1652 0.2667
Si 0.2839 -0.0286 -0.0008
Si -0.4625 -0.2842 -0.4854
Si 0.0411 0.0456 0.0124
Si -0.0182 -0.0136 -0.0184
Si -0.0062 -0.068 -0.0327
Si 0.0146 0.0293 0.0174
Si -0.0092 -0.0022 -0.0025
Si 0.0032 0.0175 0.0069
Si 0.0149 0.0087 0.0097
Si 0.0045 -0.0303 -0.0093
Si -0.0382 -0.0209 0.0189
Si 0.0119 0.0172 -0.0112
Si -0.0117 -0.033 0.0226
Si 0.0016 0.0373 0.0471
Si 0.0486 0.0659 0.0531
Si 0.0322 0.0211 0.0274
Si -0.02 0.0155 0.0821
Si -0.0345 -0.0391 -0.0072
Si 0.0111 0.021 -0.0603
Si 0.0229 0.0828 -0.0293
Si -0.1991 0.1036 -0.2659
Si -0.0076 -0.0426 -0.0715
Si -0.026 0.0466 -0.0919
Si 0.0384 -0.0492 -0.1123
Si 0.05 -0.053 -0.0168
Si -0.0405 -0.0322 0.0467
O -0.0074 0.008 -0.0125
O 0.0452 -0.0481 -0.0029
O 0.2027 -0.2109 0.0978
O 0.0099 0.0174 0.0249
O -0.0013 -0.0163 0.0256
O 0.0031 -0.0147 -0.0001
O 0.0415 -0.038 -0.0092
O 0.0214 -0.0207 -0.0101
O 0.0112 0.0024 0.0495
O -0.0539 0.108 0.1827
O -0.0194 -0.0282 0.0123
O 0.0249 0.0305 -0.0014
O 0.0046 -0.0064 0.0067
O -0.0229 0.0398 0.0358
O 0.0022 -0.0107 0.0495
O -0.0252 0.0411 0.0126
O -0.003 -0.0138 0.0082
O -0.0281 0.0281 -0.0352
O -0.0133 0.0085 -0.024
O 0.0218 -0.0173 -0.0205
O -0.0376 0.0392 0.0023
O -0.0193 0.0242 -0.0266
O 0.0126 -0.0188 -0.0064
O 0.0237 -0.0195 -0.0028
Si -0.0294 0.024 0.0168
Si -0.0065 -0.0309 -0.0086
Si -0.002 -0.0024 -0.0017
Si 0.0105 0.0087 -0.0026
Si -0.0018 0.0063 -0.0134
Si -0.0008 0.0119 -0.0122
Si 0.0093 0.0017 -0.0036
Si 0.0008 -0.0098 0.0252
Si -0.0381 -0.007 -0.036
Si -0.0061 -0.0249 0.0148
Si 0.0021 0.0054 0.0079
Si -0.0047 -0.0041 -0.0168
Si 0.0124 -0.0046 0.008
Si -0.0352 0.0462 0.014
Si -0.0154 0.0305 -0.0027
Si -0.0051 0.0076 0.0052
Si -0.007 -0.0097 0.0013
Si -0.0911 -0.0282 -0.0618
Si 0.0023 0.01 -0.0001
Si -0.0059 -0.002 -0.0059
Si -0.0004 0.0142 0.0069
Si -0.0049 -0.0021 -0.0043
Si 0.0069 0.0071 0.0108
Si 0.0015 -0.0062 0.0067
Si 0.0561 0.0352 -0.0276
Si -0.0005 0.012 -0.0051
Si -0.0063 -0.006 0.0242
Si -0.0019 0.0043 0.0006
Si -0.0054 0.0011 0.0045
Si -0.0137 0.0167 -0.0057
Si -0.0089 0.0097 0.0054
Si 0.0541 -0.1471 -0.1025
Si -0.0008 0.0086 -0.0094
Si 0.0048 0.0016 -0.0045
Si -0.0005 0.0048 -0.0006
Si 0.0023 -0.0085 0.0015
O 0.0019 0.0071 0.0088
O -0.0012 -0.002 0.0073
O 0.0032 0.0022 -0.0111
O 0.0026 0.0011 0.0039
O 0.002 0.0163 0.0087
O -0.0015 -0.0027 0.0031
O 0.0011 -0.0041 0.0065
O 0.0197 0.0054 0.0001
O -0.0124 0.0017 -0.0109
O 0.0885 0.1314 0.0137
O -0.0015 0.0034 -0.0017
O 0.013 -0.0101 0.0067
O 0.014 0.0148 -0.0084
O 0.002 0.0022 0.0106
O -0.0014 -0.001 0.0115
O 0.0101 0.0037 -0.0001
O -0.0015 -0.0077 0.0007
O 0.0015 0.0005 0.016
O -0.01 -0.0078 0.0233
O -0.0083 -0.0061 -0.0074
O -0.0059 -0.0069 0.0035
O 0.0015 -0.0043 -0.01
O -0.0046 -0.0045 -0.0055
O 0.002 0.001 0.0088
O -0.0062 0.0003 0.0007
O 0.0023 -0.0186 0.0153
O -0.0003 -0.0018 0.0088
O -0.0456 0.0234 0.0533
O -0.0031 0.0081 -0.0058
O 0.012 0.0233 -0.0011
O 0.0011 0.0009 0.0031
O 0.0011 -0.0619 0.0168
O -0.0014 0.011 -0.0008
O -0.0041 0.0083 -0.0124
O -0.0006 0.0001 0.0007
O -0.0046 0.0053 -0.0135
O -0.0023 -0.0057 0.0038
O -0.0037 -0.0041 0.0191
O -0.0025 -0.0007 -0.0063
O 0.0064 0.0081 0.0073
O 0.0046 -0.0044 0.0102
O 0.0016 -0.0071 0.019
O -0.0004 -0.0096 -0.0094
O 0.0066 -0.0053 0.0057
O 0.0024 -0.0005 0.0086
O -0.3583 -0.0433 0.3779
O 0.0054 0.0087 0.0081
O 0.0052 -0.0016 0.0063
O -0.0013 -0.0006 -0.0021
O 0.0563 0.0298 0.0133
O 0.0034 0.0133 -0.0039
O -0.0021 0.0107 -0.0077
O -0.0037 0.0009 -0.0068
O 0.0014 -0.0009 -0.0007
O -0.0004 -0.0072 0.0109
O 0.0038 0.0079 0.0087
O -0.0049 -0.0047 0.0093
O 0.0277 0.0036 -0.0069
O -0.0005 -0.0018 0.0014
O 0.0047 -0.0493 -0.0303
O -0.0381 -0.0422 0.0889
O -0.0001 -0.0095 -0.0146
O -0.0016 -0.0007 0.0006
O -0.0056 0.0015 -0.001
H 0.344 0.0215 -0.3772

The program warned: the cutoff lies below the one the program advises for these potential files; the exchange-correlation potential is rough where the density is thin.
